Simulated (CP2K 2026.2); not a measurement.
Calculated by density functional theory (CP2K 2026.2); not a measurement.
Periodic cell of 504 atoms, Si360O144, from a study of silicon, its oxide and their interface. The atomic structure is a simulated model.
Doubt: the forces sum to 1.90 eV/angstrom along one axis rather than to zero, so they err by at least 0.0038 eV/angstrom per atom on average; the grid cutoff is modest.

Settings
functional: PBE
method: Gaussian and plane waves
basis set: DZVP-MOLOPT-SR-GTH
pseudopotentials: GTH-PBE
grid cutoff: 350 Ry, relative cutoff 50 Ry
k points: Gamma only
occupations: fixed
spin: none
net charge: 0

Cell vectors (angstrom)
a	16.32	0	0
b	0	16.32	0
c	1.4754	7.2866	33.594

Atoms and the computed forces on them: element, x, y, z (angstrom), force x, y, z (eV/angstrom)
Si	2.6	22.46	33.475	0.189	-0.14	0.768
Si	5.394	8.872	33.461	0.168	-0.198	0.744
Si	1.751	3.861	0.002	-0.159	0.099	0.818
Si	4.392	6.682	0.166	-0.125	-0.005	0.65
Si	0.99	9.812	0.178	0.091	-0.104	0.805
Si	4.278	12.07	0.175	-0.159	0.095	0.73
Si	8.455	22.034	33.504	-0.171	0.181	0.734
Si	11.305	8.411	33.555	-0.239	0.09	0.729
Si	6.622	4.477	0.082	0.022	-0.223	0.666
Si	9.756	6.466	0.215	-0.022	0.064	0.692
Si	6.508	9.875	0.181	0.089	-0.144	0.769
Si	9.135	12.467	0.048	0.237	-0.001	0.729
Si	13.54	22.485	33.547	0.134	-0.215	0.723
Si	15.325	1.169	0.007	-0.171	0.014	0.738
Si	11.899	4.209	0.179	0.147	0.023	0.658
Si	14.714	6.877	0.177	0.142	-0.023	0.693
Si	12.477	9.039	0.05	-0.056	0.241	0.76
Si	15.082	12.01	0.113	-0.158	0.141	0.747
Si	2.738	16.326	1.209	-0.024	0.019	-0.049
Si	5.473	2.751	1.226	-0.02	0.022	-0.061
Si	2.804	5.446	1.372	-0.007	-0.005	-0.055
Si	5.487	8.223	1.497	0.011	0.023	-0.036
Si	2.664	10.904	1.411	0	-0.015	-0.046
Si	5.485	13.638	1.39	0.019	-0.016	-0.039
Si	8.169	16.317	1.213	0.015	-0.015	-0.07
Si	10.784	2.668	1.475	-0.005	-0.013	-0.047
Si	8.154	5.44	1.546	-0.003	-0.009	-0.046
Si	10.913	8.054	1.472	0.002	0.015	-0.087
Si	8.107	10.949	1.481	0.018	0.003	-0.067
Si	10.852	13.603	1.231	0	0.003	-0.049
Si	13.644	16.359	1.265	0.015	0.03	-0.009
Si	0.139	2.723	1.33	0.008	0.007	-0.054
Si	13.521	5.36	1.451	-0.019	-0.002	-0.027
Si	16.261	8.133	1.431	-0.009	0.004	-0.065
Si	13.517	10.773	1.324	0	-0.022	-0.067
Si	16.298	13.638	1.296	-0.001	-0.004	-0.043
Si	1.439	1.34	2.698	0.018	-0.012	0.035
Si	4.153	4.071	2.715	0.008	-0.012	0.04
Si	1.378	6.782	2.706	0.011	-0.001	0.011
Si	4.021	9.53	2.777	-0.004	0.008	0.036
Si	1.333	12.312	2.722	-0.01	-0.005	0.02
Si	4.064	14.997	2.651	-0.021	-0.004	0.003
Si	6.81	1.362	2.598	-0.002	0.001	-0.009
Si	9.442	3.999	2.85	0.004	0.013	0.033
Si	6.85	6.876	2.845	0.005	-0.009	0.039
Si	9.53	9.521	2.715	-0.005	-0.014	0.017
Si	6.776	12.296	2.835	0.004	0.013	0.037
Si	9.52	14.97	2.645	-0.003	-0.003	0.038
Si	12.294	1.36	2.706	-0.007	-0.008	0.017
Si	15.007	4.03	2.682	-0.003	-0.012	0.017
Si	12.226	6.721	2.868	0.005	0.001	0.041
Si	14.89	9.491	2.777	-0.016	-0.01	0.035
Si	12.183	12.218	2.625	0.025	0.016	0.007
Si	14.937	14.971	2.672	-0.006	-0.013	0.016
Si	16.332	16.319	4.034	0.007	0.014	-0.021
Si	2.772	2.714	4.071	-0.001	0.008	-0.015
Si	16.331	5.42	4.055	0.003	0.007	0.004
Si	2.694	8.142	4.11	0.011	-0.003	0.009
Si	16.291	10.903	4.063	-0.005	-0.023	-0.018
Si	2.72	13.645	4.061	0.007	-0.001	0.002
Si	5.442	16.348	4.004	0.012	-0.004	-0.007
Si	8.087	2.642	4.128	-0.001	0.006	0.018
Si	5.464	5.447	4.108	0	-0.01	-0.015
Si	8.207	8.213	4.161	0	-0.001	0.016
Si	5.395	10.902	4.123	0.013	-0.007	-0.007
Si	8.188	13.652	4.102	0.011	-0.002	-0.008
Si	10.896	16.305	4.032	-0.014	0.009	-0.021
Si	13.643	2.705	4.075	-0.014	0.006	0.012
Si	10.841	5.373	4.168	-0.001	0.012	0.002
Si	13.582	8.131	4.165	-0.003	0.007	-0.003
Si	10.872	10.894	4.065	0.006	-0.009	-0.001
Si	13.572	13.578	4.004	-0.004	0.003	-0.007
Si	1.377	14.965	16.32	0.013	0.009	-0.012
Si	4.089	17.684	16.31	0.01	-0.001	-0.006
Si	1.352	4.092	16.346	0.005	-0.009	-0.001
Si	4.065	6.773	16.323	-0.014	0.005	-0.001
Si	1.339	9.516	16.332	-0.006	-0.003	0.009
Si	4.04	12.255	16.323	-0.011	0.008	0.001
Si	6.814	15.003	16.294	0.01	-0.008	-0.005
Si	9.509	17.679	16.34	0.006	-0.008	-0.008
Si	6.803	4.062	16.341	0.001	0.009	-0.008
Si	9.527	6.774	16.314	-0.011	-0.004	-0.004
Si	6.791	9.511	16.283	-0.002	0.001	0.002
Si	9.559	12.248	16.257	-0.002	-0.022	-0.014
Si	12.237	14.985	16.304	-0.006	0.007	-0.001
Si	14.958	17.687	16.347	0.005	-0.007	-0.006
Si	12.263	4.076	16.355	0.01	-0.004	-0.004
Si	14.962	6.785	16.36	-0.003	-0.001	-0.001
Si	12.259	9.5	16.292	-0.006	0.008	-0.013
Si	14.958	12.216	16.275	-0.012	0.002	-0.014
Si	2.714	16.366	17.68	-0.019	-0.027	0.01
Si	5.459	18.996	17.702	-0.008	-0.01	-0.015
Si	2.713	5.432	17.726	-0.01	-0.004	0.022
Si	5.438	8.137	17.644	0.014	0.005	0.001
Si	2.691	10.873	17.7	-0.006	0.009	-0.003
Si	5.406	13.679	17.606	-0.008	0.011	0.015
Si	8.138	16.343	17.728	-0.012	-0.003	0.005
Si	10.914	19.002	17.684	-0.001	-0.004	0.007
Si	8.171	5.422	17.691	-0.005	-0.012	0.018
Si	10.919	8.121	17.644	0.008	0.002	0.005
Si	8.208	10.868	17.57	0.008	0.023	0.015
Si	10.854	13.646	17.643	0.012	0.006	-0.009
Si	13.625	16.287	17.694	0	0.014	0.003
Si	16.277	19.09	17.712	-0.007	0.001	-0.024
Si	13.62	5.422	17.754	0.013	-0.013	-0.003
Si	16.297	8.172	17.717	-0.006	0	0.018
Si	13.592	10.882	17.646	0.021	-0.009	0.01
Si	16.348	13.541	17.615	-0.011	-0.003	-0.03
Si	1.314	17.725	19.021	0.009	-0.008	-0.023
Si	4.104	20.349	19.041	-0.018	0.015	-0.02
Si	1.329	6.802	19.085	-0.007	0.017	-0.035
Si	4.076	9.482	18.998	0.005	-0.022	-0.022
Si	1.318	12.229	19.07	0.007	-0.013	-0.007
Si	4.099	15.051	19.044	0.043	0.008	-0.043
Si	6.775	17.665	19.155	-0.018	-0.004	-0.007
Si	9.55	20.356	19.024	0.001	-0.008	-0.043
Si	6.803	6.81	19.027	0.001	-0.004	-0.022
Si	9.551	9.492	18.941	-0.015	0.014	-0.028
Si	6.835	12.293	18.812	0.006	0.015	-0.055
Si	9.501	14.971	19.062	0.02	-0.016	-0.023
Si	12.274	17.643	19.067	0.005	-0.012	-0.026
Si	14.953	20.399	19.186	0.01	-0.01	-0.023
Si	12.256	6.802	19.08	-0.015	0.026	0.009
Si	14.915	9.552	19.069	-0.001	-0.013	-0.033
Si	12.231	12.288	18.948	0.009	0.017	-0.026
Si	15.007	14.852	18.977	-0.009	0.008	-0.044
Si	16.333	16.242	20.299	0.023	0.005	0.041
Si	2.636	19.103	20.407	-0.017	0.029	0.05
Si	16.251	5.528	20.549	-0.004	0.022	0.062
Si	2.755	8.141	20.422	-0.023	-0.005	0.018
Si	16.287	10.88	20.482	-0.016	-0.005	0.056
Si	2.743	13.616	20.312	0.006	0.001	0.052
Si	5.354	16.408	20.596	-0.018	-0.01	0.056
Si	8.228	18.997	20.44	0.005	0.005	0.076
Si	5.496	5.378	20.374	0.005	-0.001	0.042
Si	8.228	8.157	20.349	0.01	-0.021	0.036
Si	5.56	10.884	20.12	0.003	0.007	0.025
Si	8.016	13.651	20.31	-0.021	0.005	0.057
Si	10.941	16.233	20.429	0.01	0.005	0.04
Si	13.6	18.98	20.525	-0.003	-0.002	0.07
Si	10.906	5.4	20.389	0.003	-0.011	0.047
Si	13.497	8.25	20.468	0.007	0.02	0.044
Si	10.808	10.977	20.236	-0.016	0.008	0.047
Si	13.671	13.495	20.36	0.011	-0.022	0.038
Si	1.637	15.192	21.633	-0.11	-0.132	-0.729
Si	3.668	17.606	21.868	0.311	0.082	-0.649
Si	1.593	20.723	21.775	-0.223	-0.08	-0.757
Si	3.923	6.513	21.669	0.078	0.197	-0.732
Si	1.163	9.291	21.72	0.205	0.17	-0.791
Si	4.366	12.363	21.408	-0.119	0.047	-0.689
Si	6.429	14.66	21.767	0.144	0.23	-0.746
Si	9.831	17.824	21.73	-0.232	-0.187	-0.725
Si	7.166	20.663	21.697	-0.142	-0.12	-0.742
Si	9.375	6.588	21.689	0.103	0.184	-0.75
Si	7.069	9.793	21.533	-0.089	-0.136	-0.743
Si	9.169	12.057	21.517	0.128	0.084	-0.75
Si	12.52	14.982	21.693	-0.23	-0.057	-0.656
Si	14.722	17.233	21.66	0.005	0.155	-0.695
Si	11.966	20.152	21.781	0.323	0.145	-0.753
Si	15.112	7.209	21.82	-0.205	-0.236	-0.721
Si	12.235	9.874	21.677	-0.011	-0.233	-0.681
Si	14.641	11.912	21.848	0.231	0.15	-0.722
Si	3.56	21.281	26.462	-0.112	-0.121	-0.068
Si	16.285	20.169	24.359	0.04	0.003	-0.004
Si	2.766	15.835	30.964	-0.163	-0.007	0.014
Si	16.715	10.894	26.955	-0.033	0.055	-0.046
Si	5.346	8.328	23.759	-0.071	-0.004	-0.119
Si	17.345	14.833	24.545	-0.058	-0.063	-0.115
Si	3.141	10.48	23.686	0.06	-0.066	-0.078
Si	10.699	12.081	26.516	-0.064	-0.043	-0.148
Si	5.831	10.64	27.512	0.161	0.138	-0.08
Si	13.456	8.342	29.561	-0.057	-0.022	0.021
Si	15.956	12.075	29.638	0.02	0.064	-0.027
Si	13.136	13.651	26.69	0.073	0.018	0.038
Si	10.066	8.957	26.767	-0.084	-0.006	-0.018
Si	13.403	20.632	24.444	-0.087	0.003	-0.005
Si	12.857	16.481	25.589	0.025	0.015	-0.063
Si	4.774	19.516	28.802	-0.003	-0.045	0.022
Si	6.681	7.039	31.198	0.017	0.032	0.086
Si	6.127	6.435	25.915	-0.031	-0.034	-0.026
Si	15.738	17.378	24.568	-0.125	0.012	-0.074
Si	3.794	14.571	26.076	0.039	-0.022	0.017
Si	7.315	8.009	28.202	0.11	-0.002	0.097
Si	3.302	17.216	27.308	0.134	0.073	-0.006
Si	10.871	8.255	23.922	-0.008	0.029	-0.103
Si	10.458	14.416	30.95	-0.059	0.008	0.148
Si	1.678	12.913	31.528	-0.056	0.041	0.14
Si	10.209	16.483	24.422	0.083	0.038	-0.15
Si	7.843	18.773	28.821	-0.017	-0.041	0.006
Si	8.28	16.48	30.827	0.016	-0.009	0.105
Si	7.691	12.873	26.749	-0.115	-0.05	-0.015
Si	15.404	8.147	27.098	-0.077	-0.071	-0.038
Si	11.928	19.009	31.019	-0.001	0.009	-0.003
Si	5.486	15.079	30.918	0.092	-0.004	0.137
Si	17.058	16.992	28.891	-0.041	-0.023	0.035
Si	10.733	13.571	23.823	0.124	0.065	-0.087
Si	15.4	19.66	28.699	-0.03	-0.046	-0.013
Si	4.5	21.091	31.387	-0.003	0.094	0.121
Si	6.617	15.065	24.819	-0.011	-0.045	-0.008
Si	11.165	7.035	28.755	0.038	0.007	0.038
Si	10.503	20.362	28.641	0.068	-0.176	0.115
Si	12.822	16.268	30.716	-0.037	-0.013	0.167
Si	15.367	12.575	24.893	-0.023	0.013	-0.186
Si	3.977	18.889	24.829	-0.067	0.07	-0.212
Si	12.754	18.982	27.001	0.076	0.059	-0.016
Si	6.528	12.702	29.356	0.099	0.077	-0.041
Si	14.939	9.813	31.559	0.009	0.026	0.1
Si	16.904	21.722	26.89	-0.049	0.045	-0.062
Si	14.941	14.844	29.035	-0.014	-0.032	0.062
Si	9.187	11.684	30.767	-0.05	0.081	0.176
Si	6.788	19.963	24.69	-0.026	0.07	-0.117
Si	13.734	7.122	24.704	0.129	0.031	-0.096
Si	8.067	17.619	25.969	-0.029	0.015	-0.109
Si	14.649	20.485	31.499	-0.023	0.036	0.138
Si	3.273	11.621	26.43	0.046	0.059	-0.055
Si	10.82	9.178	30.536	0.117	-0.035	0.193
Si	1.355	14.977	5.426	-0.006	0.008	0.004
Si	4.11	1.358	5.432	0.002	0.008	0.009
Si	1.377	4.064	5.417	0.003	0	0.001
Si	4.073	6.789	5.455	0.009	0.005	0.005
Si	1.333	9.532	5.432	-0.012	0.005	0.001
Si	4.051	12.277	5.452	-0.003	-0.009	0.013
Si	6.793	15.001	5.417	-0.011	0.001	0.003
Si	9.525	1.318	5.429	0.009	-0.008	0.009
Si	6.785	4.064	5.475	-0.007	0.005	0.013
Si	9.524	6.797	5.497	0.002	-0.006	0.012
Si	6.789	9.552	5.469	-0.003	0.014	0.007
Si	9.523	12.253	5.441	0.001	0.001	0.011
Si	12.234	14.935	5.401	0.015	-0.005	-0.003
Si	14.984	1.34	5.427	0.02	-0.006	0.01
Si	12.266	4.041	5.461	0.005	-0.005	0.009
Si	14.985	6.773	5.458	-0.008	-0.008	0.008
Si	12.218	9.532	5.459	-0.01	-0.005	0.007
Si	14.93	12.253	5.416	0.001	-0.002	-0.001
Si	2.726	16.327	6.786	-0.001	-0.004	-0.001
Si	5.429	2.715	6.828	0.013	0.006	0.006
Si	2.712	5.428	6.805	0.004	-0.002	-0.006
Si	5.437	8.16	6.806	0.005	-0.008	-0.003
Si	2.701	10.891	6.794	0.001	0.008	-0.001
Si	5.44	13.627	6.788	-0.007	-0.001	0.001
Si	8.159	16.315	6.81	0.003	0.01	-0.002
Si	10.883	2.687	6.796	0	0.003	0.002
Si	8.152	5.429	6.826	0	-0.003	0.001
Si	10.881	8.167	6.833	0.005	-0.001	0.004
Si	8.157	10.906	6.815	-0.005	0	-0.001
Si	10.891	13.597	6.8	-0.005	-0.011	-0.005
Si	13.603	16.298	6.768	-0.002	-0.002	-0.003
Si	16.335	2.71	6.786	-0.008	0.001	-0.002
Si	13.613	5.421	6.812	-0.003	0.004	0
Si	16.322	8.16	6.808	0.004	0.001	-0.004
Si	13.593	10.89	6.801	-0.007	0	-0.002
Si	16.309	13.606	6.776	0.005	-0.004	-0.003
Si	1.368	17.68	8.156	0.01	0.008	0
Si	4.068	4.078	8.177	-0.006	-0.012	0.004
Si	1.363	6.799	8.163	0.003	-0.001	-0.003
Si	4.071	9.528	8.152	0.002	-0.001	-0.006
Si	1.344	12.248	8.15	-0.011	-0.015	-0.002
Si	4.076	14.969	8.156	0.006	0.006	-0.006
Si	6.807	17.681	8.171	0.01	0.009	0.001
Si	9.531	4.065	8.159	0.009	0.015	0
Si	6.791	6.799	8.173	-0.01	-0.01	-0.001
Si	9.508	9.528	8.175	-0.003	-0.003	-0.006
Si	6.792	12.263	8.161	0.012	-0.001	-0.001
Si	9.522	14.95	8.16	-0.009	-0.009	-0.002
Si	12.249	17.654	8.148	-0.009	-0.008	-0.005
Si	14.974	4.061	8.16	0.003	0.006	-0.005
Si	12.252	6.795	8.166	0.006	0.012	0.002
Si	14.954	9.521	8.157	-0.003	0	0.001
Si	12.241	12.242	8.17	-0.005	0.005	-0.001
Si	14.959	14.958	8.15	-0.003	-0.004	-0.003
Si	16.319	16.32	9.511	0.002	0	-0.004
Si	2.713	2.717	9.532	-0.003	0.01	0.004
Si	16.324	5.432	9.518	-0.011	0.001	0.005
Si	2.723	8.161	9.518	0.008	0.001	0.002
Si	16.317	10.882	9.513	0.004	0.006	0
Si	2.713	13.603	9.511	0.002	-0.004	-0.006
Si	5.438	16.322	9.521	0	-0.001	-0.003
Si	8.166	2.72	9.526	-0.006	-0.006	0
Si	5.433	5.441	9.53	0.003	0.006	0.003
Si	8.153	8.16	9.53	0.001	0.002	0.004
Si	5.435	10.885	9.513	0	0.002	-0.002
Si	8.16	13.603	9.526	-0.002	-0.001	0.005
Si	10.885	16.311	9.516	0.001	-0.003	-0.002
Si	13.605	2.704	9.511	0	0.001	-0.001
Si	10.886	5.432	9.517	0.003	-0.002	0.001
Si	13.605	8.157	9.523	-0.004	-0.004	0.007
Si	10.877	10.882	9.528	-0.003	-0.006	0.004
Si	13.604	13.603	9.52	0.002	-0.01	0.002
Si	1.358	14.964	10.876	-0.001	0.002	0.007
Si	4.079	17.68	10.884	0.008	-0.002	0.001
Si	1.357	4.079	10.89	0.007	-0.003	0.002
Si	4.076	6.804	10.889	-0.005	-0.003	0
Si	1.359	9.52	10.871	-0.006	0.001	-0.002
Si	4.073	12.242	10.872	0.004	-0.009	-0.001
Si	6.8	14.965	10.88	0.005	-0.003	-0.002
Si	9.529	17.677	10.876	0.002	0.006	-0.004
Si	6.802	4.082	10.881	0	0.005	-0.003
Si	9.522	6.792	10.879	-0.003	0.002	0
Si	6.79	9.522	10.885	-0.003	0.002	0
Si	9.515	12.239	10.886	-0.005	0	0
Si	12.245	14.962	10.882	-0.006	-0.006	0.002
Si	14.963	17.677	10.882	-0.004	-0.001	0.006
Si	12.249	4.071	10.873	-0.006	0.007	-0.002
Si	14.963	6.789	10.877	0.009	0.006	0.001
Si	12.24	9.514	10.879	0.002	0.003	0.002
Si	14.963	12.241	10.876	-0.006	-0.009	0.001
Si	2.717	16.323	12.243	0.003	0.001	-0.002
Si	5.438	2.726	12.237	0.003	-0.001	-0.002
Si	2.717	5.442	12.247	-0.002	0.008	0.004
Si	5.435	8.16	12.253	0.003	-0.002	0.004
Si	2.717	10.879	12.234	-0.001	-0.001	-0.003
Si	5.437	13.601	12.23	0.001	0.003	-0.007
Si	8.162	16.327	12.234	-0.003	-0.003	0.001
Si	10.885	2.719	12.235	-0.001	-0.004	-0.006
Si	8.164	5.434	12.246	-0.002	-0.005	0.001
Si	10.885	8.148	12.239	-0.003	0.003	-0.001
Si	8.153	10.879	12.246	0.001	-0.003	0.001
Si	10.882	13.601	12.233	-0.001	-0.006	0.004
Si	13.6	16.325	12.247	-0.002	-0.005	0.005
Si	16.319	2.719	12.249	0.001	0.011	0
Si	13.606	5.428	12.24	0	0	-0.002
Si	16.327	8.15	12.227	-0.004	0	-0.001
Si	13.61	10.872	12.23	0.002	0.009	0
Si	16.315	13.607	12.237	0	-0.015	-0.005
Si	1.362	17.684	13.612	0.008	-0.013	0.002
Si	4.074	4.077	13.602	0.005	0.006	0
Si	1.357	6.802	13.606	-0.005	0.001	0.002
Si	4.067	9.52	13.608	-0.015	0.01	0.008
Si	1.352	12.239	13.586	-0.003	0.01	0.001
Si	4.084	14.961	13.591	0.009	-0.015	-0.003
Si	6.807	17.697	13.589	-0.001	-0.002	-0.002
Si	9.53	4.073	13.604	-0.002	0.001	-0.001
Si	6.795	6.784	13.606	0.003	0.005	0.007
Si	9.521	9.51	13.592	-0.001	0.001	0.005
Si	6.789	12.246	13.601	-0.004	0.002	-0.001
Si	9.523	14.966	13.587	0.006	-0.003	0.002
Si	12.238	17.69	13.606	-0.012	0.015	-0.001
Si	14.965	4.078	13.614	0.002	-0.008	0.006
Si	12.245	6.784	13.6	0.004	-0.001	0.004
Si	14.963	9.497	13.585	0.012	-0.006	-0.004
Si	12.255	12.24	13.578	0.004	-0.017	-0.003
Si	14.964	14.97	13.608	-0.013	0.005	0.007
Si	16.323	16.331	14.978	0	0.002	0.002
Si	2.714	19.051	14.976	-0.001	-0.001	-0.004
Si	16.322	5.446	14.976	0.005	-0.001	0.005
Si	2.711	8.156	14.975	-0.002	0.001	0.006
Si	16.32	10.858	14.933	-0.006	0.002	-0.003
Si	2.71	13.605	14.938	0	-0.002	0.008
Si	5.445	16.339	14.934	-0.003	-0.002	-0.001
Si	8.166	19.042	14.967	-0.008	-0.003	0.004
Si	5.436	5.418	14.972	-0.005	-0.003	0.001
Si	8.165	8.142	14.952	-0.001	0.004	0.001
Si	5.418	10.893	14.962	0.003	0.005	0.008
Si	8.161	13.613	14.943	0.009	0.005	0.001
Si	10.866	16.333	14.955	-0.001	0	0.003
Si	13.604	19.039	14.974	-0.004	0.006	0.007
Si	10.898	5.42	14.969	-0.003	-0.006	0.005
Si	13.618	8.131	14.957	0.002	0	0.003
Si	10.908	10.869	14.925	0.009	0.012	-0.001
Si	13.595	13.605	14.951	0.001	-0.005	-0.001
O	9.566	17.054	25.784	0.144	0.221	0.474
O	5.041	14.854	25.094	-0.282	0.201	-0.187
O	6.958	15.11	23.237	0.477	0.189	0.241
O	1.042	20.077	23.166	-0.075	-0.387	0.34
O	14.196	21.887	32.17	-0.016	0.216	-0.393
O	4.719	7.061	22.977	0.221	-0.309	0.354
O	16.17	11.308	25.49	0.038	-0.396	-0.309
O	12.61	17.37	26.923	-0.229	-0.215	0.522
O	13.028	19.454	25.471	-0.185	-0.207	-0.392
O	4.183	18.067	28.372	0.19	-0.381	0.422
O	15.142	15.286	33.196	0.071	-0.109	-0.615
O	7.831	22.658	32.122	0.206	0.082	-0.357
O	15.873	19.877	32.354	0.122	-0.146	-0.454
O	16.138	6.734	27.383	0.231	-0.187	0.307
O	1.502	7.291	33.034	0.004	0.013	-0.48
O	9.325	15.366	30.299	-0.071	-0.137	-0.365
O	13.16	16.621	32.258	-0.432	0.035	-0.141
O	2.842	11.495	24.885	-0.215	0.47	-0.238
O	10.852	19.023	22.147	-0.167	-0.099	0.527
O	6.978	12.881	33.213	0.037	0.112	-0.471
O	1.017	14.491	22.963	-0.373	-0.367	-0.12
O	6.038	8.256	32.082	0.005	0.033	-0.324
O	7.08	13.557	28.088	0.178	0.701	-0.108
O	10.428	14.44	32.568	-0.215	0.519	0.173
O	8.223	5.515	22.146	-0.155	-0.055	0.524
O	5.352	13.469	22.097	0.023	-0.111	0.291
O	6.222	7.766	24.993	0.28	0.328	0.181
O	16.784	13.281	32.537	-0.095	-0.391	-0.173
O	8.633	16.643	32.388	0.626	-0.284	0.084
O	9.544	20.878	33.085	-0.166	-0.196	-0.326
O	6.375	19.414	29.07	0.086	-0.013	0.051
O	11.047	18.849	32.36	-0.296	-0.611	-0.16
O	6.817	18.209	33.292	-0.06	-0.161	-0.424
O	12.352	20.8	23.232	-0.295	0.259	0.271
O	8.148	10.902	22.073	-0.027	0.049	0.57
O	3.025	16.472	32.407	0.622	-0.156	0.04
O	1.764	9.862	23.122	-0.096	-0.04	0.291
O	5.284	14.825	32.504	-0.516	0.254	0.008
O	13.627	16.107	22.156	0.164	0.1	0.564
O	4.287	10.016	33.05	-0.118	0.008	-0.38
O	2.696	11.919	32.271	0.11	0.04	-0.644
O	3.803	11.368	22.54	-0.113	-0.233	-0.002
O	6.635	20.01	23.086	-0.406	-0.328	0.108
O	3.434	17.726	25.784	-0.334	-0.073	-0.196
O	6.986	11.397	26.626	0.094	-0.415	-0.461
O	12.55	14.928	25.884	-0.527	-0.008	-0.299
O	4.434	10.549	26.728	-0.213	-0.479	-0.349
O	14.455	6.893	23.273	-0.076	0.017	0.027
O	15.213	10.874	30.393	-0.401	-0.168	-0.136
O	6.867	21.465	25.271	0.62	0.094	0.13
O	8.02	19.044	25.18	0.365	0.334	0.073
O	13.387	19.485	31.51	-0.125	-0.108	0
O	4.126	9.299	24.169	-0.14	0.079	0.618
O	10.065	7.166	23.044	0.025	-0.133	0.297
O	8.944	11.385	32.338	0.33	-0.39	-0.021
O	3.213	21.782	32.111	-0.306	-0.182	-0.461
O	15.17	12.432	23.296	0.097	0.263	0.008
O	12.269	9.445	29.826	0.162	0.505	-0.423
O	16.586	21.42	25.33	-0.015	0.254	-0.107
O	11.363	19.614	27.502	-0.261	-0.017	-0.345
O	14.355	8.448	30.901	0.257	-0.45	0.286
O	11.931	12.766	27.329	-0.046	-0.112	0.545
O	9.283	12.735	26.923	-0.015	0.189	0.419
O	4.086	20.16	30.128	-0.444	-0.276	0.071
O	9.995	14.881	24.409	-0.393	0.036	0.413
O	13.98	19.396	27.965	-0.109	0.328	0.156
O	7.287	7.59	29.787	0.132	-0.039	0.114
O	5.507	19.164	25.24	0.235	-0.278	0.479
O	2.185	21.89	27.044	0.238	0.362	0.306
O	3.904	18.402	23.287	0.206	0.073	-0.071
O	2.471	14.604	25.171	0.025	-0.013	-0.014
O	9.427	17.12	23.149	-0.378	-0.252	0.337
O	4.532	6.163	26.011	-0.172	0.295	0.137
O	10.528	21.947	28.375	-0.496	0.257	-0.144
O	3.752	15.659	27.275	0.141	-0.086	0.676
O	15.143	20.622	29.977	0.346	0.351	-0.131
O	10.304	7.758	29.936	-0.401	-0.235	0.089
O	12.036	14.112	23.003	0.435	-0.382	0.306
O	4.406	20.51	27.594	0.336	0.155	0.002
O	11.207	20.086	30.068	-0.188	0.45	0.207
O	1.741	17.345	27.687	-0.309	0.103	-0.236
O	11.271	9.488	22.945	-0.054	0.184	-0.029
O	9.755	12.827	22.803	-0.125	0.223	0.148
O	16.27	9.355	32.344	0.398	0.287	-0.341
O	14.816	20.361	23.705	-0.074	-0.132	-0.773
O	16.95	16.366	24.8	0.498	0.185	0.178
O	6.853	6.721	27.331	0.184	-0.511	0.226
O	3.864	13.095	26.742	0.393	0.047	0.268
O	2.36	14.287	31.083	0.389	0.069	-0.304
O	16.065	18.246	29.136	-0.049	-0.284	0.37
O	12.694	6.919	29.321	0.13	-0.447	-0.033
O	7.393	13.812	25.48	0.345	-0.161	-0.311
O	5.199	20.099	32.444	-0.091	0.036	-0.299
O	15.522	17.682	22.997	0.488	0.168	0.085
O	6.781	15.959	30.613	-0.137	0.293	-0.367
O	16.532	9.297	27.06	0.479	-0.276	-0.074
O	6.355	9.164	22.836	0.132	0.089	0.361
O	12.316	12.642	33.225	0.152	0.072	-0.309
O	13.433	10.86	22.213	0.018	-0.064	0.373
O	16.251	15.637	28.507	0.16	-0.255	-0.408
O	14.386	16.736	25.156	0.012	-0.108	0.063
O	16.421	20.456	27.752	0.354	-0.17	-0.176
O	5.581	11.508	28.848	-0.367	-0.026	0.303
O	13.958	12.717	25.661	-0.243	-0.434	0.056
O	12.423	7.287	33.125	-0.011	-0.136	-0.378
O	1.639	16.69	30.203	0.024	0.169	0.392
O	16.209	18.789	25.217	0.346	0.053	0.42
O	2.649	16.362	22.189	0.167	0.042	0.114
O	14.608	8.046	25.689	0.151	0.287	-0.083
O	15.883	11.725	28.068	-0.5	0.076	-0.215
O	16.339	8.224	22.173	0.259	-0.198	0.337
O	6.225	9.16	27.954	-0.228	-0.242	0.201
O	11.904	14.961	30.499	0.073	-0.49	-0.515
O	8.953	19.925	28.597	-0.193	0.352	-0.112
O	13.513	5.651	25.344	0.066	0.092	0.812
O	16.237	13.891	25.224	-0.077	0.102	0.254
O	9.806	10.351	30.11	0.001	-0.034	-0.522
O	8.707	8.612	27.599	-0.094	0.234	0.241
O	11.186	7.986	27.433	0.384	0.033	-0.168
O	8.384	17.892	30.065	0.129	0.471	0.195
O	5.633	13.616	30.291	-0.226	-0.221	0.196
O	10.872	9.116	32.15	-0.416	0.161	0.074
O	3.208	20.28	25.212	-0.237	0.027	-0.41
O	10.226	12.891	30.49	0.474	-0.033	-0.412
O	7.774	12.034	30.112	-0.036	-0.04	0.017
O	14.071	14.295	27.815	-0.139	-0.193	-0.191
O	7.743	17.827	27.524	-0.107	-0.401	0.222
O	10.57	10.501	26.841	0.161	0.008	0.307
O	14.171	15.953	29.913	0.152	0.207	-0.105
O	9.931	8.645	25.178	-0.357	-0.064	-0.016
O	12.057	17.608	30.208	-0.446	-0.014	-0.298
O	4.224	15.849	30.276	0.083	0.189	-0.492
O	7.042	16.503	25.411	-0.177	0.094	0.142
O	2.779	5.461	22.191	-0.108	0.103	0.216
O	11.035	12.464	24.964	0.32	-0.309	-0.402
O	15.301	13.532	29.912	-0.059	0.093	0.297
O	14.373	8.583	28.265	-0.041	0.371	-0.087
O	1.936	11.275	27.249	0.146	-0.081	0.5
O	5.527	22.253	30.91	-0.188	0.12	-0.48
O	17.701	18.216	33.271	-0.02	-0.033	-0.488
O	17.461	12.15	30.216	0.586	-0.116	-0.167
O	13.913	10.56	32.553	-0.011	-0.271	0.004
O	11.788	16.869	24.421	0.115	0.143	-0.121
O	12.272	7.728	24.489	0.055	-0.03	0.323

Results
total energy: -101658.172 eV
total energy less fixed offsets of O -438.35, Si -107.03 eV per atom: -4.972 eV
